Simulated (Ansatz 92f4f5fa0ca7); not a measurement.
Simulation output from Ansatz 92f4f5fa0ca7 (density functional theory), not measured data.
Periodic cell of 224 atoms, Si133O89H1N1, from a study of silicon, its oxide and their interface. The atomic structure is a simulated model.
Doubt: the cutoff is far below the 930 eV that the study's wrapper takes by default for these files, so forces and energies are approximate.

Settings: functional PBE; potential files Ansatz PAW; basis plane waves; wave-function cutoff 580 eV; density cutoff ratio 5; exchange-correlation grid ratio 1; k mesh 1 x 1 x 1, Gamma-centred; self-consistency stop 5e-08 eV per atom in the density residual; occupations fixed; spin none; net charge 0.

Cell vectors (angstrom)
a  10.938  0  0
b  0  10.938  0
c  0  0  32.3241

Atoms: element, x, y, z (angstrom)
Si  0.46  -0.5614  24.7642
Si  5.5549  -0.2877  24.9141
Si  2.571  2.9405  24.9324
Si  8.0524  2.9499  24.6716
Si  0.3417  5.2202  24.8287
Si  4.8421  6.0157  24.8197
Si  2.7078  8.2266  25.3071
Si  7.9408  8.5494  24.7068
Si  1.3699  1.268  26.0853
Si  6.7788  1.4387  26.0304
Si  4.0633  4.2161  26.2007
Si  9.5571  4.122  26.0788
Si  1.2723  6.7717  26.3456
Si  6.7693  6.8866  25.9981
Si  4.165  9.5893  26.4559
Si  9.5784  9.5709  26.0878
Si  2.7159  0.0522  27.5999
Si  8.199  0.0608  27.4574
Si  -0.0173  2.6985  27.4702
Si  5.4562  2.7751  27.4993
Si  2.7108  5.468  27.6331
Si  8.1703  5.5042  27.4478
Si  -0.085  8.2214  27.5704
Si  5.5431  8.1457  27.6072
Si  4.1018  1.3673  28.9058
Si  9.5708  1.3673  28.9058
Si  1.3673  4.1018  28.9058
Si  6.8362  4.1018  28.9058
Si  4.1018  6.8362  28.9058
Si  9.5708  6.8362  28.9058
Si  1.3673  9.5708  28.9058
Si  6.8362  9.5708  28.9058
Si  0  0  30.2731
Si  5.469  0  30.2731
Si  2.7345  2.7345  30.2731
Si  8.2035  2.7345  30.2731
Si  0  5.469  30.2731
Si  5.469  5.469  30.2731
Si  2.7345  8.2035  30.2731
Si  8.2035  8.2035  30.2731
Si  1.3673  1.3673  31.6403
Si  6.8362  1.3673  31.6403
Si  4.1018  4.1018  31.6403
Si  9.5708  4.1018  31.6403
Si  1.3673  6.8362  31.6403
Si  6.8362  6.8362  31.6403
Si  4.1018  9.5708  31.6403
Si  9.5708  9.5708  31.6403
Si  2.7345  0  0.6835
Si  8.2035  0  0.6835
Si  0  2.7345  0.6835
Si  5.469  2.7345  0.6835
Si  2.7345  5.469  0.6835
Si  8.2035  5.469  0.6835
Si  0  8.2035  0.6835
Si  5.469  8.2035  0.6835
Si  4.1018  1.3673  2.0507
Si  9.5708  1.3673  2.0507
Si  1.3673  4.1018  2.0507
Si  6.8362  4.1018  2.0507
Si  4.1018  6.8362  2.0507
Si  9.5708  6.8362  2.0507
Si  1.3673  9.5708  2.0507
Si  6.8362  9.5708  2.0507
Si  0  0  3.418
Si  5.469  0  3.418
Si  2.7345  2.7345  3.418
Si  8.2035  2.7345  3.418
Si  0  5.469  3.418
Si  5.469  5.469  3.418
Si  2.7345  8.2035  3.418
Si  8.2035  8.2035  3.418
Si  1.3078  1.4202  4.7221
Si  6.8977  1.3409  4.8708
Si  4.1922  4.0261  4.7217
Si  9.5532  4.0941  4.8539
Si  1.3373  6.8603  4.7938
Si  6.8477  6.7997  4.752
Si  4.1135  9.5751  4.7373
Si  9.6409  9.5238  4.8395
Si  2.8216  0.1676  5.9555
Si  8.2408  -0.1142  6.2611
Si  -0.0655  2.6421  6.2278
Si  5.6036  2.8216  6.2433
Si  2.7119  5.3499  5.9234
Si  8.2445  5.5547  6.2334
Si  0.1655  8.2749  6.3436
Si  5.3898  8.1028  6.0499
Si  3.8639  1.7473  7.3595
Si  9.9691  0.8789  7.6009
Si  1.5829  3.8837  7.3354
Si  6.6138  4.5102  7.636
Si  4.1613  6.4976  7.296
Si  9.3444  7.183  7.5949
Si  1.6154  9.9159  7.5112
Si  6.8831  9.2198  7.4276
O  10.9717  5.8743  23.3444
O  4.5204  0.0251  23.6666
O  8.0626  8.1805  8.0198
O  2.7293  2.8275  7.8886
O  7.1409  4.0468  23.8321
O  1.6731  9.2595  24.5054
O  5.3663  5.5511  7.9011
O  0.3397  -0.0645  8.0365
O  7.0562  4.1739  9.2033
O  5.783  9.7377  8.5603
O  9.9464  6.4814  8.9745
N  2.8921  9.5397  8.7474
O  4.3518  0.9945  8.7374
O  1.0167  4.7194  8.6305
O  9.2684  1.2672  9.0384
O  3.2061  6.8514  8.5911
O  7.3799  6.2019  22.2042
O  8.8666  2.1234  23.4963
O  5.0832  5.4888  23.2816
O  3.3097  2.396  23.5579
O  10.9038  -0.2638  23.2147
O  3.7295  7.2065  24.477
O  1.434  4.0392  24.4741
O  6.7444  9.6473  24.3386
Si  14.6145  1.0465  22.7258
Si  -1.3035  2.5646  22.1256
Si  0.6993  11.5157  22.0138
Si  11.5628  0.6963  14.9138
Si  5.7012  -0.711  11.8937
Si  11.6152  15.6862  12.5875
Si  9.3362  1.4853  10.6543
Si  5.2477  3.9999  19.9471
Si  9.7709  7.9796  13.4472
Si  10.3678  -3.0158  16.4006
Si  10.7843  5.2249  9.6181
Si  -0.311  5.4247  21.8067
Si  8.4874  -1.3195  11.4383
Si  8.7477  4.9831  13.1452
Si  7.1916  3.4713  15.5252
Si  12.224  5.9878  15.3156
Si  5.6567  5.6132  17.2818
Si  4.3894  10.3702  9.1846
Si  13.3795  1.409  18.6514
Si  9.6431  0.7291  19.8103
Si  -1.1507  2.2095  16.9264
Si  12.5892  9.8256  17.153
Si  5.1383  1.0768  20.0003
Si  3.5425  7.6884  16.3762
Si  12.9905  4.0737  19.9796
Si  -3.6292  9.6306  19.7143
Si  8.3851  7.413  21.8378
Si  2.4997  2.3493  13.3382
Si  5.595  -1.4995  14.7778
Si  2.6856  8.0281  9.5818
Si  -3.5954  -2.6905  16.9643
Si  0.7714  11.5295  11.9669
Si  6.4698  4.9466  22.6413
Si  1.5384  -7.1937  17.1583
Si  11.098  8.741  10.9213
Si  5.3599  1.3567  14.0219
Si  8.1386  4.009  10.4029
O  8.1298  2.5121  11.0344
O  5.5957  -1.7537  13.1573
O  9.8025  1.5166  18.3996
O  3.6516  -6.6934  20.3139
O  -1.4003  8.8882  10.4052
O  0.0664  0.1587  20.5584
O  1.0654  7.9135  9.8505
O  15.0027  2.3374  13.7795
O  17.8811  -1.2818  10.9893
O  12.4901  0.1  18.2451
O  10.9096  6.3759  16.2324
O  10.2784  -2.4125  14.8861
O  7.8592  4.3844  14.3524
O  13.2164  12.106  12.2238
O  6.756  6.7397  16.9244
O  11.0807  11.1257  13.4362
O  12.913  4.6142  15.8582
O  19.6552  -0.549  19.489
O  0.275  13.0823  22.2713
O  5.8911  0.7764  12.5781
O  5.6545  2.5063  19.3767
O  -1.9925  1.7644  20.8777
O  5.074  0.0479  14.9879
O  7.9529  5.0223  11.687
O  12.4921  2.0242  14.6397
O  6.1327  4.1213  21.299
O  1.7248  4.6771  18.4947
O  0.8734  10.1985  11.0513
O  3.853  0.7099  19.064
O  11.3195  8.8313  17.3506
O  11.4656  5.4305  11.1013
O  10.8732  12.713  11.1713
O  3.001  -2.0385  17.3531
O  6.0382  4.3334  16.3202
O  -2.2636  8.1663  23.2707
O  0.9746  16.8076  13.7317
O  10.1418  4.1106  12.9757
O  5.7002  5.1  18.8307
O  9.5726  4.1655  21.8462
O  4.1975  6.3598  17.0845
O  3.4658  7.8527  11.0097
O  4.4902  -0.6053  10.8167
O  7.6151  8.4458  20.8146
O  1.8314  2.4075  19.8475
O  8.9313  -2.9284  17.1149
O  -1.1615  6.7285  21.2198
O  -2.3548  -1.9856  12.9133
O  8.9664  0.2069  11.5652
O  -0.6821  12.0389  15.8103
O  4.5926  8.3307  15.3535
O  8.3391  2.8693  16.5413
O  2.3053  -3.7093  15.4455
O  -4.7591  10.7621  20.1066
O  9.6366  4.0783  9.7454
O  13.4407  2.4171  17.3446
O  2.3123  0.3623  22.1216
O  11.0138  8.0336  12.3837
O  6.4923  2.223  14.7716
O  -1.8312  6.5048  13.5699
O  -0.039  3.3913  16.9862
O  11.9829  4.8997  21.0003
O  4.6503  1.4466  21.504
O  6.9853  -1.8008  15.6222
O  12.4869  -0.4299  15.6623
O  6.789  -1.9496  18.3095
O  12.8989  3.7375  12.6567
H  3.9365  7.0038  11.1268

Results
free energy: -135566.102 eV
free energy less fixed offsets of H -15.97, N -385.13, O -568.88, Si -635.61 eV per atom: 1.448 eV

Forces (eV/angstrom), in the order of the atoms: element, x, y, z
Si  0.0001  -0.0021  0.0061
Si  0.0039  -0.0056  -0.0039
Si  0.0005  0.0019  0.0063
Si  -0.0001  0.0047  -0.0027
Si  0.0022  -0.002  0.0058
Si  0.0014  -0.0008  0.0032
Si  -0.0004  -0.0012  -0.0035
Si  -0.0025  0.0016  0.0001
Si  0.0007  -0.0014  -0.0021
Si  0.0002  0.0029  0.0019
Si  -0.0012  -0.0005  -0.0005
Si  -0.0039  0  -0.0011
Si  -0.0013  -0.0011  0.0014
Si  -0.0003  0.0005  0.0002
Si  0.0042  0.0004  0.0029
Si  0.0035  -0.0013  -0.0027
Si  -0.0009  -0.0002  -0.0026
Si  -0.0006  0.001  0.0041
Si  -0.0017  -0.0009  0.0042
Si  0.0025  0.001  -0.0023
Si  -0.0016  -0.0005  -0.0029
Si  0.0022  -0.0013  -0.0007
Si  -0.0004  -0.0018  -0.0037
Si  -0.0003  0.0016  -0.0033
Si  0.083  0.5391  0.1535
Si  -0.0931  0.0706  -0.237
Si  -0.3228  -0.5544  0.1327
Si  0.1126  0.164  -0.3787
Si  0.1543  -0.0877  0.4914
Si  -0.6114  -0.1043  0.0542
Si  -0.2009  0.006  0.0555
Si  0.5095  0.2247  -0.0564
Si  -0.0202  -0.0738  0.0029
Si  0.0576  0.0297  -0.0698
Si  0.0096  0.0028  0.0448
Si  0.0745  0.0115  -0.049
Si  -0.0847  -0.1581  -0.0545
Si  -0.0909  0.0006  0.0338
Si  0.0656  -0.0068  -0.028
Si  0.0654  0.056  0.0487
Si  0.058  0.0246  -0.0204
Si  -0.0499  -0.0144  -0.026
Si  -0.0061  -0.0063  0.0016
Si  -0.0147  0.0642  -0.003
Si  0.0313  0.0214  -0.0377
Si  -0.0347  0.019  -0.025
Si  -0.0637  0.0294  -0.0235
Si  0  -0.0368  -0.0004
Si  0.0367  -0.0467  0.0168
Si  0.0059  0.0103  -0.0121
Si  -0.0017  -0.0279  0.0309
Si  0.0039  -0.005  0.0267
Si  -0.0124  0.0208  -0.0005
Si  0.0435  -0.0301  0.0033
Si  0.0213  0.0281  0.0315
Si  -0.0071  -0.0511  0.0338
Si  -0.1023  -0.0141  -0.0156
Si  -0.0144  -0.0538  0.0281
Si  0.1522  0.098  0.022
Si  -0.0863  0.0415  -0.0344
Si  -0.0317  0.0003  0.0444
Si  -0.1092  -0.0624  -0.0095
Si  0.0301  -0.0249  -0.006
Si  0.0954  0.1523  0.0353
Si  -0.2434  -0.1736  -0.1558
Si  0.4054  0.1985  0.1326
Si  0.1015  -0.0604  -0.4401
Si  -0.0119  -0.0258  0.3925
Si  -0.2511  -0.0325  0.3094
Si  0.2271  -0.198  -0.5185
Si  -0.2255  0.05  -0.0686
Si  0.3338  -0.053  0.1479
Si  -0.0049  0.0002  -0.0028
Si  -0.0006  0.0022  0.0051
Si  0.0077  0.0104  0.0073
Si  -0.0011  -0.0043  0.0043
Si  0.0053  -0.0064  0.0008
Si  -0.0075  -0.0036  0.0028
Si  0.0016  0.0002  0.0026
Si  0  -0.0002  -0.0049
Si  0.004  0.0015  0.0056
Si  -0.0027  -0.0005  -0.0006
Si  0.001  0.0018  0.0017
Si  -0.0027  -0.0009  -0.0022
Si  0.0023  -0.0064  0.0015
Si  -0.0022  0.0059  0.0014
Si  -0.0124  -0.0001  -0.0017
Si  0.004  -0.0023  0.0035
Si  0.0024  -0.0003  -0.0095
Si  0.0023  -0.0009  -0.0032
Si  0.0027  -0.0032  -0.0075
Si  -0.0042  0.0023  -0.0221
Si  0.0084  -0.0057  -0.0384
Si  0.0016  -0.0047  -0.0027
Si  0.0082  0.0036  0.0031
Si  0.0026  0.0018  -0.0032
O  -0.0001  0.0008  -0.0032
O  -0.0006  0.0016  0.0018
O  -0.0047  0.0046  0.0023
O  -0.0038  -0.0015  0.0024
O  0.0001  0.0007  0.0022
O  0.0023  -0.003  0.0014
O  0.0076  -0.0008  0.0233
O  -0.0061  0.0054  -0.0029
O  0.0074  -0.0056  0.0066
O  -0.0044  0.0007  -0.0012
O  0.0013  -0.0034  0.0007
N  0.0106  0.0047  0.0049
O  -0.0008  -0.0013  0.0028
O  -0.0026  0.0014  -0.0001
O  -0.0002  0.0007  0.0028
O  0.0019  0.0016  0.0016
O  0.0012  0.0006  0.0024
O  0.002  -0.0013  0.0015
O  0.0012  -0.0008  -0.0006
O  0.0021  -0.0026  -0.0026
O  0.0003  0.0013  -0.0027
O  -0.0039  0.0052  -0.0002
O  -0.0011  0.0028  -0.0011
O  -0.0031  0.004  0.0023
Si  -0.0003  0.0007  -0.0028
Si  -0.0009  0  -0.0029
Si  -0.0002  -0.0005  -0.0024
Si  -0.0008  0.0003  0.0002
Si  -0.0014  -0.0028  0.005
Si  -0.0051  -0.0014  0.005
Si  -0.0008  0.0001  0.006
Si  0.0011  -0.0003  -0.0018
Si  -0.0005  0.0004  0.001
Si  -0.0003  0.0007  -0.0025
Si  0  0.0043  0.0006
Si  -0.0012  0.0009  -0.0037
Si  0.0007  -0.0001  0.0045
Si  -0.0005  0.0007  0.0028
Si  0.0008  0.001  -0.0004
Si  -0.0009  -0.0004  0.0013
Si  0.0013  -0.0003  -0.0008
Si  0.0001  0.0007  -0.0025
Si  0.0013  0.0003  -0.0021
Si  0.0002  0.0006  -0.0016
Si  0.0002  -0.0006  -0.0003
Si  -0.0002  0.0012  -0.0015
Si  0.0007  0.0003  -0.0025
Si  0.0013  0.0005  0.0003
Si  -0.0004  0.001  -0.0022
Si  0.0013  0  -0.0022
Si  0  0  -0.0015
Si  0.001  -0.0012  0.0035
Si  0.0018  0.0007  -0.0002
Si  -0.012  -0.0005  0.0009
Si  0.0001  0.0012  -0.0005
Si  -0.0026  -0.0021  0.0047
Si  -0.0011  0.0009  -0.0016
Si  -0.0002  0.0006  -0.0019
Si  -0.0027  -0.0005  0.0066
Si  0.0001  0.0004  0.0023
Si  -0.0068  0.0036  0.0042
O  0.0007  -0.0002  -0.0028
O  -0.0003  0.0007  0.0005
O  0.0005  0.0012  0.0001
O  -0.0002  0.0003  0.002
O  -0.0012  0.0019  -0.0035
O  -0.0003  0.0003  0.0009
O  -0.005  -0.0029  -0.0057
O  -0.0001  0.0001  -0.0016
O  -0.0016  0.0016  -0.0037
O  0.0003  -0.0003  0.0013
O  -0.0002  0.0005  0.0008
O  0.0009  0.0002  0.0013
O  -0.0015  -0.0006  -0.0006
O  0.001  0.0023  -0.0018
O  0.0001  0.0001  0.0006
O  0.0006  0.0016  0.0005
O  0.0006  0.0006  -0.0007
O  0.0001  -0.0004  0.0023
O  0.0002  -0.0001  0.0027
O  0.0002  0.0002  -0.0023
O  0.0001  0.0005  0.0018
O  0.0003  -0.0006  0.0015
O  -0.0002  0.0007  -0.0001
O  0.0037  -0.0009  -0.0012
O  -0.0001  0.0002  -0.0004
O  -0.0005  -0.0008  0.0003
O  0.0002  0.0003  0.0008
O  0  0.0026  -0.0029
O  -0.0007  0.0005  0.0014
O  0.0005  0.0002  0.0013
O  0.0013  -0.0002  0.001
O  0.0007  0.001  -0.0033
O  0.0001  0.0004  0.0014
O  -0.0001  0.0006  0.0006
O  0.0013  -0.0013  -0.0001
O  0.0007  -0.0001  -0.0021
O  0.0012  -0.0003  -0.0022
O  0.0002  0.0009  0.0008
O  0.0006  0.0008  0.003
O  0  0.0006  0.0008
O  0.196  -0.3634  0.0727
O  0.0031  0.0071  -0.0031
O  -0.0004  0.0017  0.0012
O  0  0.0002  0.0015
O  0.0001  0.0006  0.0007
O  0.0004  0.0001  0.0024
O  0.0019  -0.0009  -0.0008
O  0.0006  0.0009  -0.0031
O  0.0003  0.0004  0.0002
O  -0.0012  -0.0004  -0.0005
O  0  0.0004  0.0007
O  0.0012  -0.0003  -0.002
O  0.0003  0.0001  0.002
O  0.0011  -0.0002  -0.0014
O  0  0.0006  0.0007
O  0.0004  -0.0001  0.0024
O  -0.0006  0.0006  -0.0017
O  -0.0002  0.0002  -0.0007
O  0.0002  0.0009  -0.0016
O  0.0004  0.0001  0.0012
O  0.002  -0.0007  0.0014
O  0.0006  0.0006  0.0014
O  -0.0001  0.0005  0.0005
O  0.0008  0  0.0005
O  0  -0.0002  0.0001
O  0.0009  0.0004  -0.003
H  -0.1968  0.3668  -0.0552

The program warned: the cutoff lies below the one the program advises for these potential files; the forces do not sum to zero within the program's tolerance; the exchange-correlation potential is rough where the density is thin.
